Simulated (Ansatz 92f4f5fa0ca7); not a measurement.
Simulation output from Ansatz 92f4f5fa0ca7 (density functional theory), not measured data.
Periodic cell of 221 atoms, Si132O88H1, from a study of silicon, its oxide and their interface. The atomic structure is a simulated model.
Doubt: the cutoff is low for norm-conserving oxygen, so forces and energies are approximate.
Doubt: the program's own warning below bears on the result.

Settings
functional: HSE06
potential files: SPMS norm-conserving
basis: plane waves
wave-function cutoff: 800 eV
density cutoff ratio: 4
exchange-correlation grid ratio: 1
k mesh: 1 x 1 x 1, Gamma-centred
occupations: fixed
spin: none
net charge: +1 e, with a uniform compensating background and no finite-size correction

Cell vectors (angstrom)
a	10.938	0	0
b	0	10.938	0
c	0	0	32.2322

Atoms: element, x, y, z (angstrom)
Si	-0.2327	0.2349	24.6854
Si	5.7139	-0.3431	24.7461
Si	2.5099	2.8139	24.757
Si	8.4611	2.4729	24.6911
Si	0.1928	4.9672	24.635
Si	5.2298	5.8017	25.0327
Si	2.9638	7.9132	24.7842
Si	7.9613	8.3868	24.7773
Si	1.317	1.3283	26.1032
Si	6.8476	1.3159	26.0086
Si	4.0692	4.0463	26.0747
Si	9.5615	4.0157	26.0964
Si	1.2887	6.7272	25.9416
Si	6.8324	6.9288	26.254
Si	4.0948	9.5213	26.0953
Si	9.564	9.5785	26.0286
Si	2.7351	-0.0128	27.4351
Si	8.2145	-0.0041	27.4401
Si	0.0038	2.7146	27.4907
Si	5.4908	2.7094	27.4109
Si	2.6985	5.4482	27.423
Si	8.221	5.4546	27.4511
Si	0.0063	8.1774	27.3756
Si	5.445	8.2553	27.5461
Si	4.1018	1.3673	28.8139
Si	9.5708	1.3673	28.8139
Si	1.3673	4.1018	28.8139
Si	6.8362	4.1018	28.8139
Si	4.1018	6.8362	28.8139
Si	9.5708	6.8362	28.8139
Si	1.3673	9.5708	28.8139
Si	6.8362	9.5708	28.8139
Si	0	0	30.1812
Si	5.469	0	30.1812
Si	2.7345	2.7345	30.1812
Si	8.2035	2.7345	30.1812
Si	0	5.469	30.1812
Si	5.469	5.469	30.1812
Si	2.7345	8.2035	30.1812
Si	8.2035	8.2035	30.1812
Si	1.3673	1.3673	31.5484
Si	6.8362	1.3673	31.5484
Si	4.1018	4.1018	31.5484
Si	9.5708	4.1018	31.5484
Si	1.3673	6.8362	31.5484
Si	6.8362	6.8362	31.5484
Si	4.1018	9.5708	31.5484
Si	9.5708	9.5708	31.5484
Si	2.7345	0	0.6835
Si	8.2035	0	0.6835
Si	0	2.7345	0.6835
Si	5.469	2.7345	0.6835
Si	2.7345	5.469	0.6835
Si	8.2035	5.469	0.6835
Si	0	8.2035	0.6835
Si	5.469	8.2035	0.6835
Si	4.1018	1.3673	2.0507
Si	9.5708	1.3673	2.0507
Si	1.3673	4.1018	2.0507
Si	6.8362	4.1018	2.0507
Si	4.1018	6.8362	2.0507
Si	9.5708	6.8362	2.0507
Si	1.3673	9.5708	2.0507
Si	6.8362	9.5708	2.0507
Si	0	0	3.418
Si	5.469	0	3.418
Si	2.7345	2.7345	3.418
Si	8.2035	2.7345	3.418
Si	0	5.469	3.418
Si	5.469	5.469	3.418
Si	2.7345	8.2035	3.418
Si	8.2035	8.2035	3.418
Si	1.358	1.3714	4.8271
Si	6.8306	1.3688	4.8578
Si	4.1937	3.9997	4.6861
Si	9.5283	4.1144	4.8039
Si	1.3281	6.909	4.7442
Si	6.869	6.8295	4.7389
Si	4.066	9.6205	4.8386
Si	9.5702	9.586	4.7944
Si	2.7208	0.0505	6.3377
Si	8.2322	0.0118	6.2241
Si	-0.0692	2.7397	6.167
Si	5.4404	2.7177	6.2805
Si	2.8553	5.5027	5.7852
Si	8.2073	5.5206	6.2014
Si	0.0199	8.2771	6.2192
Si	5.5334	8.2324	6.0534
Si	3.6542	1.8354	7.672
Si	9.8331	1.0962	7.6027
Si	1.536	4.1742	7.0838
Si	6.5963	4.3631	7.4987
Si	4.4069	6.5408	7.1708
Si	9.291	7.2142	7.4895
Si	1.1627	9.7953	7.6789
Si	7.0075	9.3681	7.4784
O	1.4504	3.9686	24.2474
O	6.8326	9.4815	24.2289
O	2.5304	3.0203	7.6816
O	8.1254	8.2676	7.9885
O	5.4408	5.4799	7.9446
O	0.0245	-0.0061	8.1579
O	4.1265	6.8197	24.3125
O	9.5956	1.3691	24.1593
O	1.8201	9.1219	9.0834
O	1.0932	5.2812	8.2509
O	9.064	1.7012	8.9739
O	6.2631	9.9149	8.8742
O	3.7298	1.6985	9.3656
O	3.4691	7.263	8.2798
O	7.2132	3.6892	8.9072
O	9.933	6.7796	8.9688
O	2.9782	1.9721	23.389
O	5.042	0.2595	23.3551
O	7.8949	3.2538	23.3144
O	10.3361	5.0463	23.1811
O	8.6679	7.6138	23.4909
O	2.3969	8.6378	23.4156
O	6.3166	5.2791	23.9179
O	0.5031	10.5647	23.3216
Si	2.9681	8.0472	9.574
Si	9.9513	0.2276	13.1012
Si	14.735	5.6502	13.3525
Si	4.4494	1.6511	22.7587
Si	8.5745	2.338	20.2544
Si	10.1873	4.9395	21.5604
Si	1.2084	9.3134	22.5417
Si	13.1017	4.5758	20.2085
Si	1.9603	5.3869	11.019
Si	-2.0226	10.1287	20.1491
Si	4.4582	6.6281	16.0156
Si	7.4367	9.3992	12.725
Si	5.6599	9.5851	10.338
Si	5.4043	2.9729	12.6772
Si	3.1022	12.5363	15.9924
Si	2.6644	9.3723	19.789
Si	5.3025	3.8275	15.4999
Si	3.3029	2.6449	10.6284
Si	4.9442	10.9993	12.7239
Si	6.4907	4.0105	22.9468
Si	13.1136	0.7257	13.0213
Si	8.685	3.2232	9.4385
Si	9.6054	14.0123	17.4373
Si	12.2409	2.4551	18.3824
Si	8.2266	4.5313	15.1996
Si	4.6678	-0.0878	18.016
Si	5.0065	4.8182	20.4375
Si	7.2667	7.5984	15.2707
Si	14.5532	6.7024	18.8966
Si	9.4257	7.79	22.0544
Si	18.2843	9.7084	17.4394
Si	10.7474	5.4097	9.2425
Si	5.5205	13.0153	19.9525
Si	0.3948	-0.5737	18.4352
Si	9.5572	11.2158	16.1714
Si	8.6054	3.1017	12.5736
O	6.9817	13.9428	12.6314
O	6.994	-8.723	20.6467
O	11.7136	0.9733	18.7901
O	4.7969	4.1973	13.8131
O	2.105	2.4086	16.9687
O	9.7873	10.7702	14.6502
O	5.5143	1.1815	18.5917
O	3.3816	10.5102	12.9511
O	2.5201	4.0344	10.2767
O	0.3359	5.3478	10.8031
O	5.1003	3.5528	19.4079
O	9.4021	3.5721	20.9883
O	15.7025	6.4365	12.3342
O	1.6945	9.4124	18.4663
O	0.0717	8.1793	22.2309
O	13.3801	5.5636	18.9107
O	16.6616	-1.1547	17.3827
O	10.618	10.2956	16.9846
O	4.4985	1.5592	21.1229
O	2.4488	5.201	12.6009
O	6.2557	4.7162	21.4721
O	8.6439	9.0568	21.3408
O	8.0148	10.9516	16.6171
O	3.189	7.8561	19.9441
O	15.9856	6.1372	19.4689
O	4.9472	12.5197	13.3375
O	8.854	10.1685	12.3549
O	8.9717	4.1473	13.7871
O	6.2042	10.2516	13.4559
O	7.7326	8.2417	13.8402
O	7.7993	8.3456	16.6202
O	4.2517	8.7733	10.2842
O	4.6995	3.2621	11.2829
O	5.3186	10.9959	11.1318
O	4.4327	13.4898	15.8444
O	3.9195	10.3013	19.3442
O	6.8831	3.5606	15.3592
O	13.0805	3.0398	19.6356
O	0.6395	11.0956	12.7664
O	-1.5408	6.3592	21.2036
O	5.6267	7.5392	15.3508
O	5.0239	5.1295	16.3941
O	3.7925	7.2458	17.3476
O	0.073	3.4936	18.1244
O	11.7012	4.9391	20.9266
O	7.8056	6.0806	15.175
O	5.3346	2.9217	23.2498
O	12.866	9.8539	21.156
O	9.0597	11.7228	20.5549
O	2.4861	1.8152	11.8119
O	2.3299	1.3434	14.5604
O	9.1017	4.3318	16.5412
O	3.6452	0.2699	16.771
O	9.427	12.6798	12.8457
O	10.3624	-1.2111	19.55
O	7.7893	9.8141	18.9973
O	14.4447	15.6858	21.1621
O	6.7699	-2.1192	11.3282
O	14.3502	6.328	14.7733
O	2.4237	6.8929	10.6035
O	9.8132	4.1721	8.7752
O	8.8708	3.5151	11.0386
O	9.847	1.8615	16.3675
O	8.592	2.6313	18.6287
H	16.5727	6.812	12.5681

Results
free energy: -54393.146 eV
free energy less fixed offsets of H -15.86, O -447.96, Si -113.29 eV per atom: -2.526 eV
gap between the highest filled and lowest empty level on this k mesh: 1.217 eV

The program warned: the cutoff lies below the one the program advises for these potential files; the model core charge is not resolved on the grid; the forces do not sum to zero within the program's tolerance; the exchange-correlation potential is rough where the density is thin.
